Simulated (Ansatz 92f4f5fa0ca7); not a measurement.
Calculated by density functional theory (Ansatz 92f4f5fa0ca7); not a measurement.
Periodic cell of 221 atoms, Si132O88H1, from a study of silicon, its oxide and their interface. The atomic structure is a simulated model.
Doubt: the cutoff is far below the 930 eV that the study's wrapper takes by default for these files, so forces and energies are approximate.
This geometry differs little from another in the collection (a relaxation step or a small displacement).

Settings: functional PBE; potential files Ansatz PAW; basis plane waves; wave-function cutoff 580 eV; density cutoff ratio 5; exchange-correlation grid ratio 1; k mesh 1 x 1 x 1, Gamma-centred; self-consistency stop 5e-08 eV per atom in the density residual; occupations fixed; spin none; net charge +1 e, with a uniform compensating background and no finite-size correction.

Cell vectors (angstrom)
a	10.938	0	0
b	0	10.938	0
c	0	0	32.8046

Atoms and the computed forces on them: element, x, y, z (angstrom), force x, y, z (eV/angstrom)
Si	-0.231	0.3473	25.2894	-0.0151	0.0106	-0.0041
Si	5.7728	-0.1484	25.3297	0.0181	-0.0136	-0.0076
Si	2.5372	3.0866	25.3468	-0.0105	0.0144	-0.0036
Si	8.4801	2.604	25.2402	0.0074	-0.0129	-0.0048
Si	0.3026	5.3128	25.3315	0.0193	-0.0186	-0.0138
Si	5.2071	5.801	25.423	-0.0161	0.0026	-0.0054
Si	3.0038	8.0419	25.3561	0.0111	-0.0226	-0.0092
Si	7.9908	8.549	25.3569	-0.0114	0.0151	0.0023
Si	1.3726	1.4556	26.6177	-0.0106	0.0134	0.0034
Si	6.9041	1.4473	26.6253	0.0126	-0.006	0.0082
Si	4.0872	4.1923	26.7207	-0.0083	0.0109	0.0009
Si	9.6177	4.1534	26.6123	0.0081	-0.0119	0.0082
Si	1.4095	6.8933	26.674	0.0111	-0.0049	0.0089
Si	6.8498	6.9303	26.6608	-0.01	0.0113	0.0057
Si	4.1547	9.6397	26.6382	0.0085	-0.0089	0.01
Si	9.584	9.6843	26.6513	-0.0119	0.0136	0.0023
Si	2.7182	0.03	27.9814	0.0038	-0.0011	0.0026
Si	8.1926	0.0432	28.0439	-0.0027	-0.0015	-0.0106
Si	-0.0123	2.7598	28.0285	0.0014	0.0018	-0.0063
Si	5.4669	2.753	28.0005	0.0018	-0.001	0.0023
Si	2.7067	5.5061	28.0793	-0.0026	0	-0.0068
Si	8.1996	5.4872	27.9845	0.0019	0.0016	0.0018
Si	-0.0189	8.2394	27.997	0.0046	-0.0044	0.0028
Si	5.4564	8.2377	28.047	0.0012	0.0014	-0.0087
Si	4.1018	1.3673	29.3864	-0.026	0.0173	-0.2162
Si	9.5708	1.3673	29.3864	0.0522	0.1514	0.2202
Si	1.3673	4.1018	29.3864	-0.1653	0.024	0.2936
Si	6.8362	4.1018	29.3864	0.0557	0.0871	-0.1875
Si	4.1018	6.8362	29.3864	0.0385	0.1905	0.3278
Si	9.5708	6.8362	29.3864	-0.0318	0.0555	-0.2175
Si	1.3673	9.5708	29.3864	0.0247	0.1196	-0.2124
Si	6.8362	9.5708	29.3864	0.0148	0.1845	0.1967
Si	0	0	30.7536	0.0332	0.0336	-0.0238
Si	5.469	0	30.7536	0.0646	-0.0429	-0.0012
Si	2.7345	2.7345	30.7536	0.0132	0.039	-0.0128
Si	8.2035	2.7345	30.7536	0.0888	0.0024	-0.0033
Si	0	5.469	30.7536	0.0588	-0.0374	0.0093
Si	5.469	5.469	30.7536	0.0238	0.0449	-0.0206
Si	2.7345	8.2035	30.7536	0.0662	0.0029	-0.0082
Si	8.2035	8.2035	30.7536	0.0139	0.0289	-0.0211
Si	1.3673	1.3673	32.1209	-0.0273	-0.0449	-0.0107
Si	6.8362	1.3673	32.1209	-0.0425	0.0129	-0.0223
Si	4.1018	4.1018	32.1209	-0.0016	0.0074	-0.0071
Si	9.5708	4.1018	32.1209	-0.0775	0.035	-0.0156
Si	1.3673	6.8362	32.1209	0.0054	0.0424	-0.0322
Si	6.8362	6.8362	32.1209	-0.0025	-0.0015	-0.0077
Si	4.1018	9.5708	32.1209	-0.0656	0.0248	-0.0248
Si	9.5708	9.5708	32.1209	0.0081	-0.0002	-0.0153
Si	2.7345	0	0.6835	0.0742	-0.0615	0.0064
Si	8.2035	0	0.6835	-0.0002	-0.0086	0.0003
Si	0	2.7345	0.6835	0.0544	0.017	0.0237
Si	5.469	2.7345	0.6835	0.0094	-0.004	0.0447
Si	2.7345	5.469	0.6835	-0.0781	0.0447	-0.0127
Si	8.2035	5.469	0.6835	0.0818	-0.0417	0.005
Si	0	8.2035	0.6835	0.021	-0.0352	0.0343
Si	5.469	8.2035	0.6835	0.0367	0.013	0.018
Si	4.1018	1.3673	2.0507	-0.094	-0.0572	0.0391
Si	9.5708	1.3673	2.0507	-0.0909	-0.1307	-0.0004
Si	1.3673	4.1018	2.0507	0.0669	0.0313	-0.0318
Si	6.8362	4.1018	2.0507	-0.0128	0.073	0.0341
Si	4.1018	6.8362	2.0507	-0.1113	-0.0862	0.0213
Si	9.5708	6.8362	2.0507	-0.1569	-0.0107	0.0014
Si	1.3673	9.5708	2.0507	0	0.1198	-0.0023
Si	6.8362	9.5708	2.0507	-0.0296	-0.0424	0.0014
Si	0	0	3.418	0.2972	0.12	-0.483
Si	5.469	0	3.418	0.1196	0.0171	0.0268
Si	2.7345	2.7345	3.418	0.0521	0.3916	-0.2104
Si	8.2035	2.7345	3.418	-0.1019	-0.0361	0.4045
Si	0	5.469	3.418	0.0023	-0.3438	0.1867
Si	5.469	5.469	3.418	-0.0998	-0.3544	0.2257
Si	2.7345	8.2035	3.418	0.0632	-0.1554	0.1997
Si	8.2035	8.2035	3.418	-0.2798	-0.4647	-0.6558
Si	1.2985	1.4668	4.7348	0.0031	-0.0024	-0.0004
Si	6.8239	1.3423	4.8356	0.0082	0.004	0.0025
Si	4.1479	3.9939	4.8574	0.0156	-0.0056	-0.0074
Si	9.5682	4.0736	4.8466	-0.0004	0.0015	-0.0026
Si	1.4182	6.7459	4.7948	-0.0083	0.0051	0.0036
Si	6.8295	6.8198	4.7803	0.0009	-0.0068	0.0015
Si	4.113	9.5756	4.7824	0.0083	-0.0019	-0.0032
Si	9.6266	9.4834	4.6532	0.0002	0.0052	-0.0002
Si	2.6603	0.0633	5.9741	-0.0097	0.0106	-0.0092
Si	8.2708	-0.1389	5.9693	-0.001	-0.001	-0.0131
Si	-0.0578	2.6702	6.2927	-0.0001	-0.007	-0.0047
Si	5.376	2.4941	6.3992	-0.015	-0.0039	-0.0142
Si	2.7454	5.3437	6.2256	0.0065	0.0134	-0.0253
Si	8.068	5.329	6.1806	-0.0141	0.007	-0.0007
Si	-0.1135	8.0232	6.0307	0.0029	-0.0093	0.0002
Si	5.4714	8.194	6.1702	-0.0019	-0.005	-0.0078
Si	3.6457	1.2786	7.7752	0.0187	0.0321	0.0432
Si	9.7804	0.8639	7.4377	0.0068	-0.0139	0.0139
Si	1.61	3.7328	7.6	0.0104	-0.0168	0.0773
Si	6.4956	4.182	7.6128	-0.0115	0.0105	0.0127
Si	4.3863	6.5481	7.4433	0.0215	-0.0222	0.041
Si	9.2438	6.9197	7.4088	-0.0034	0.0021	0.0162
Si	1.069	9.73	7.022	0.0173	0.0065	0.021
Si	7.1875	9.286	7.3773	0.0296	0.0004	0.018
O	1.4073	4.1829	24.8129	-0.0043	0.0061	0.007
O	6.8574	9.6383	24.8169	-0.0025	0	0.0061
O	2.6623	2.5661	8.1767	-0.0177	-0.0081	-0.0236
O	8.222	8.1111	7.9518	-0.0097	-0.0032	-0.01
O	5.4506	5.408	7.9488	-0.0064	0.022	-0.0062
O	0.0513	-0.2047	7.8887	0.0043	0.0048	-0.0045
O	4.0972	6.8978	24.857	-0.0022	0.0067	0.0081
O	9.5749	1.4465	24.7501	0.0011	-0.0032	0.0066
O	2.2817	9.0247	7.8968	-0.0107	-0.0775	0.0651
O	0.9933	4.4249	8.9851	-0.0106	0.069	-0.0265
O	8.8837	1.1326	8.82	0.0036	0.0026	-0.0055
O	6.8166	10.2245	8.7062	-0.0074	-0.0024	-0.0046
O	3.8948	0.404	9.249	-0.0116	-0.0031	-0.0123
O	3.9489	7.2333	8.9071	-0.1345	0.039	-0.0109
O	6.9108	3.6899	9.1523	-0.0028	0.0038	-0.0096
O	9.8939	6.1401	8.7129	0.0916	-0.0208	0.0341
O	3.2856	2.4783	24.0117	-0.0013	0.0033	0.011
O	5.1732	0.5784	23.9775	0.0026	-0.0029	0.0102
O	7.8626	3.3312	23.8757	0.0041	-0.0034	0.0082
O	10.6092	6.0214	23.9837	0.003	-0.0013	0.0114
O	8.7067	7.9096	24.0205	-0.0023	0.0022	0.0068
O	2.3551	8.7113	23.9985	0.0027	-0.0024	0.0119
O	5.8445	5.0761	24.106	-0.0053	0.0078	0.0155
O	0.4764	10.6326	23.9477	-0.0037	0.0036	0.0113
Si	3.6451	10.4516	10.6051	0.0032	0.0037	0.0012
Si	0.9699	3.2249	12.6535	0.0002	0.0123	0.0059
Si	-2.3923	-1.9108	11.7438	0.0004	0.0037	0.0022
Si	4.4678	1.7806	23.1352	-0.0032	0.0016	-0.002
Si	-6.1924	-7.5626	17.282	0.0035	-0.0004	-0.0073
Si	3.3607	-11.0502	15.9237	0.0014	-0.0055	0.0059
Si	1.1993	9.433	23.1093	0.0011	0.0003	-0.0031
Si	15.7636	8.4406	17.4553	0.0103	0.0005	-0.0057
Si	-1.8916	3.1536	12.6051	-0.0048	0.0048	0.0051
Si	-1.2875	4.2988	19.1481	0.001	0.0001	-0.0072
Si	2.4358	0.5346	21.1356	0.0024	-0.002	-0.0005
Si	5.0256	12.9398	14.6865	-0.0318	-0.0095	-0.0185
Si	10.7847	18.0608	12.0306	-0.0088	0.0067	0.0022
Si	2.5693	0.8653	13.2128	0.0313	0.0037	0.0069
Si	7.7565	11.1947	9.6343	0.0056	-0.0066	0.0054
Si	0.2542	5.9972	17.12	0.0002	0.0002	-0.0066
Si	5.4994	-2.308	12.378	0.0055	-0.0035	0.0027
Si	2.5787	-2.8741	9.1434	-0.0632	-0.1267	-0.0359
Si	3.9256	3.4615	12.1998	-0.0081	-0.0248	0.0037
Si	7.9533	6.0639	20.9878	0.0007	0.005	-0.0005
Si	7.2813	-2.4033	19.2473	0.0018	-0.0026	-0.0084
Si	10.3711	5.217	14.2477	-0.0009	0.0059	0.0027
Si	2.3978	1.3948	18.2953	-0.0028	-0.0027	-0.003
Si	9.7602	-2.1969	17.4163	-0.0017	0.0011	-0.0085
Si	6.6474	2.9184	10.5499	0.0004	-0.0027	0.0057
Si	-3.101	1.3879	14.6044	-0.003	-0.0007	0.0029
Si	0.1211	1.9922	20.1256	0.001	-0.0002	-0.0048
Si	8.9443	-0.0203	19.1883	-0.0005	0.0004	-0.0119
Si	6.6037	4.0569	23.109	-0.0007	-0.0002	0.0011
Si	9.9061	7.2326	23.1533	-0.0005	-0.0028	-0.0013
Si	7.7303	2.3594	17.567	0.0038	-0.0023	-0.0049
Si	11.2623	5.8048	9.5218	0.068	0.0822	-0.0509
Si	6.414	7.8062	14.8906	0.0012	-0.0004	-0.0041
Si	4.5675	-4.7366	13.7261	0.0012	0.0005	0.0003
Si	3.3897	6.0781	16.7097	-0.0023	0.0019	-0.0066
Si	8.7904	-1.496	14.7095	0.0049	-0.0018	-0.0041
O	5.8865	7.8308	16.3978	-0.0003	0.0017	0.0046
O	5.7477	-2.052	18.7195	-0.0057	-0.0005	0.0016
O	7.9359	2.2716	15.9506	0.0042	-0.0003	-0.0002
O	-1.7195	-1.3772	13.1512	0.0022	-0.0001	0.0017
O	7.0367	-2.5723	11.8574	-0.0056	-0.0021	0.0009
O	14.6324	7.3143	17.731	-0.003	-0.0031	0.0072
O	1.2168	1.6377	21.274	-0.0028	0.0013	0.0015
O	3.8906	13.0259	13.3777	0.0044	-0.0064	0.0183
O	-2.0181	1.7544	13.4554	0.0013	-0.0009	0.0016
O	0.08	5.7443	11.1384	0.0235	0.0097	-0.0448
O	6.2178	2.9531	17.8562	-0.0031	-0.0016	0.0033
O	8.5077	5.2858	19.6841	0.0039	-0.0027	-0.0022
O	-3.076	-0.1773	15.0052	-0.0052	0.0062	0.002
O	-0.6207	5.457	15.8438	-0.0023	-0.0029	-0.0021
O	-0.0609	7.5595	17.4773	0.0013	0.0005	0.0095
O	-0.4314	3.0501	11.8304	-0.0009	0.0007	-0.0076
O	7.1228	-3.6048	20.3459	0.0005	0.0018	0.0032
O	10.8368	5.1079	18.4126	0.0018	0.0011	0.0053
O	3.7844	1.0999	21.8259	-0.0018	-0.0015	0.0005
O	-8.5788	3.4728	11.7556	0.0073	0.0051	-0.0049
O	7.9529	0.8887	18.2361	-0.001	0.0027	0.0074
O	10.364	14.3841	20.3461	0.0006	0	0.0052
O	3.6566	6.3788	15.086	0.0002	-0.0012	0.0054
O	0.9373	2.0301	18.6743	0.0021	-0.0001	0.0043
O	1.8158	-5.1992	16.7818	0.0038	-0.0005	0.0072
O	6.7465	12.2458	10.3734	-0.0015	0.0029	0.0001
O	7.7881	14.3533	11.6113	0.0034	0.002	-0.0017
O	9.5771	-3.0509	11.2246	-0.0061	0.0005	-0.0025
O	12.0954	18.9595	12.3325	0.0182	0.0108	-0.0019
O	0.798	4.3735	13.8001	0.004	-0.0033	-0.0026
O	-0.6028	-4.2738	13.5248	0.0026	-0.0092	0.0056
O	2.7214	9.1104	10.3954	-0.0076	-0.0239	-0.0088
O	1.3349	7.0747	9.3659	0.0126	0.0362	-0.035
O	5.0873	14.1073	11.1266	0.0002	0.0051	-0.0023
O	4.7219	0.7379	15.6201	0.0039	0.0066	0.003
O	2.785	0.377	19.5228	0.0004	0.0011	0.004
O	4.2822	4.7284	13.1001	0.0044	0.0041	0.0071
O	9.2308	6.6127	21.8179	-0.0016	-0.0009	0.002
O	5.6601	8.9866	13.9872	-0.0025	0.0038	0.0019
O	-1.1036	0.9041	20.1758	-0.001	-0.001	0.0043
O	7.0756	4.9874	21.8459	0.0014	0.0003	0.0002
O	-2.9424	-2.9032	14.8732	-0.0028	-0.0022	0.0021
O	1.9218	-0.8747	21.7776	0.0012	0.0018	0.0029
O	-0.8748	-0.8897	18.3482	0.0022	-0.0014	0.0078
O	2.2511	0.6273	16.8453	0.0065	-0.0015	-0.0008
O	2.7372	-0.2409	14.3822	-0.0063	0.0105	-0.0119
O	5.5636	2.8863	22.6248	-0.0004	-0.0022	0.0019
O	8.9057	-7.6096	18.0809	0.0002	0.0003	0.0031
O	3.5956	2.4895	18.025	0.0054	0.0033	0.0044
O	-1.0366	-1.6041	15.8782	0.0021	0.0014	0.0034
O	2.7816	0.4035	11.6948	-0.0064	-0.0076	-0.0008
O	1.2622	1.7768	13.4079	-0.0061	-0.0136	0.0043
O	-7.0206	-1.366	16.7242	-0.0042	0.0086	0.0016
O	6.4013	12.7525	13.8943	0.0164	0.0016	0.0009
O	4.7981	-7.6566	15.615	0.0015	0.0068	0.0056
O	0.0764	8.3322	22.6764	0.0004	0.0009	0.0054
O	7.9386	-1.069	19.9539	0.0016	0.001	0.0063
O	4.4784	-3.6322	12.4706	0.0009	0.0031	-0.0078
O	-2.6461	-2.7584	17.9623	0.0011	-0.0014	0.0043
O	4.9302	9.8635	11.4567	-0.0035	-0.0007	-0.0006
O	9.0866	4.3574	13.71	0.0029	-0.0007	-0.0013
O	8.5248	-0.6328	10.7531	-0.001	-0.0005	-0.0024
O	4.3332	-6.0058	17.3978	0.0001	-0.0019	0.0047
O	6.1201	-4.6066	14.2326	0.001	0.0009	0.001
H	12.5981	19.4037	11.6214	0.0001	0.0007	0.0041

Results
free energy: -133982.181 eV
free energy less fixed offsets of H -15.97, O -568.88, Si -635.61 eV per atom: -4.251 eV

The program warned: the cutoff lies below the one the program advises for these potential files; the exchange-correlation potential is rough where the density is thin.
